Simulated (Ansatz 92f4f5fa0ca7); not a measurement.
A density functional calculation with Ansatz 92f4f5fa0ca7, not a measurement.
Periodic cell of 260 atoms, Si140O88H32, with a vacuum gap, from a study of silicon, its oxide and their interface. The atomic structure is a simulated model.

Settings
functional: r2SCAN
potential files: Ansatz PAW
basis: plane waves
wave-function cutoff: 800 eV
density cutoff ratio: 5
exchange-correlation grid ratio: 1
k mesh: 1 x 1 x 1, shifted by 0.5 0.5 0 of a step
self-consistency stop: 1e-11 eV per atom in the density residual
occupations: fixed
spin: none
net charge: 0
applied field: sawtooth along c, amplitude +0.015 V/angstrom in the program's sign convention, ramp centred at 0.9892 of c and 0.0217 of c wide, no dipole correction

Cell vectors (angstrom)
a, 10.888, 0, 0
b, 0, 10.888, 0
c, 0, 0, 46.157

Atoms: element, x, y, z (angstrom)
Si, -0.2487, 0.3041, 31.1034
Si, 3.0063, 2.4746, 31.1231
Si, -0.2565, 5.5848, 31.0185
Si, 2.9149, 7.8459, 31.0447
Si, 5.0852, 0.1159, 31.1579
Si, 8.3893, 2.5244, 31.2357
Si, 5.1359, 5.6262, 31.2841
Si, 8.5248, 7.9096, 31.1793
Si, 1.3658, 1.3822, 32.432
Si, 4.0424, 4.0328, 32.5657
Si, 1.3332, 6.7233, 32.3714
Si, 3.9451, 9.4744, 32.4666
Si, 6.7422, 1.3083, 32.3856
Si, 9.5532, 4.0815, 32.5015
Si, 6.8228, 6.8124, 32.4167
Si, 9.646, 9.4987, 32.4519
Si, 0.0519, 2.7494, 33.8341
Si, 2.6378, -0.0367, 33.829
Si, 0.0811, 8.1418, 33.812
Si, 2.6453, 5.3988, 33.8369
Si, 5.4702, 2.6863, 33.8354
Si, 8.1593, -0.0424, 33.7447
Si, 5.4463, 8.1855, 33.7723
Si, 8.1401, 5.4306, 33.8129
Si, 1.3437, 4.0793, 35.2428
Si, 4.0611, 1.3291, 35.1444
Si, 1.3579, 9.5014, 35.224
Si, 4.0829, 6.7904, 35.1153
Si, 6.815, 4.0626, 35.1855
Si, 9.5254, 1.3479, 35.1086
Si, 6.8021, 9.5266, 35.1488
Si, 9.5271, 6.8074, 35.1357
Si, -0.0254, -0.0023, 36.5177
Si, 2.7303, 2.702, 36.5332
Si, -0.0255, 5.4566, 36.5395
Si, 2.7608, 8.1536, 36.5238
Si, 5.4406, -0.0039, 36.5077
Si, 8.1942, 2.7102, 36.5115
Si, 5.4363, 5.4405, 36.5056
Si, 8.164, 8.1649, 36.504
Si, 1.3526, 1.3534, 37.8816
Si, 4.0848, 4.0822, 37.8693
Si, 1.3708, 6.8098, 37.863
Si, 4.1025, 9.5243, 37.8855
Si, 6.8051, 1.3661, 37.851
Si, 9.5246, 4.0827, 37.8931
Si, 6.8038, 6.8052, 37.8695
Si, 9.5106, 9.5324, 37.8721
Si, 0.0082, 2.7312, 39.2456
Si, 2.7307, 0.0014, 39.233
Si, 0.0127, 8.177, 39.2056
Si, 2.7255, 5.45, 39.2182
Si, 5.4596, 2.7355, 39.2107
Si, 8.1558, 0.0157, 39.2174
Si, 5.4609, 8.1761, 39.2456
Si, 8.1674, 5.4527, 39.2399
Si, 1.3713, 4.1106, 6.9381
Si, 4.1028, 1.384, 6.918
Si, 1.3622, 9.5238, 6.9246
Si, 4.082, 6.8079, 6.9285
Si, 6.8005, 4.0902, 6.9337
Si, 9.5078, 1.374, 6.9297
Si, 6.8221, 9.5541, 6.9436
Si, 9.5513, 6.8286, 6.9238
Si, -0.022, -0.0095, 8.2569
Si, 2.752, 2.7569, 8.2704
Si, 0.0176, 5.4802, 8.3029
Si, 2.7213, 8.166, 8.2894
Si, 5.4691, 0.0462, 8.2932
Si, 8.1595, 2.7445, 8.3022
Si, 5.4542, 5.4631, 8.2852
Si, 8.2065, 8.2015, 8.2828
Si, 1.3461, 1.3761, 9.5365
Si, 4.103, 4.1159, 9.6605
Si, 1.3654, 6.8355, 9.699
Si, 4.1066, 9.5424, 9.5938
Si, 6.8196, 1.3963, 9.7015
Si, 9.5146, 4.132, 9.6346
Si, 6.8451, 6.8328, 9.602
Si, 9.5399, 9.5485, 9.6915
Si, 0, 2.7205, 10.8939
Si, 2.6924, 0.0181, 10.8629
Si, -0.0043, 8.1913, 11.0851
Si, 2.7567, 5.4743, 11.0335
Si, 5.4633, 2.7894, 11.051
Si, 8.1885, 0.0278, 11.0671
Si, 5.5136, 8.2106, 10.9317
Si, 8.1776, 5.5156, 11.0165
Si, 1.3413, 4.0515, 12.2645
Si, 4.015, 1.3658, 12.2256
Si, 1.3929, 9.6082, 12.3362
Si, 4.1804, 6.8738, 12.3076
Si, 6.8199, 4.1894, 12.4227
Si, 9.5714, 1.4254, 12.3624
Si, 6.825, 9.5334, 12.403
Si, 9.5047, 6.8547, 12.4804
Si, 0.2689, 0.2954, 13.6834
Si, 2.4724, 2.4838, 13.5845
Si, -0.197, 5.1635, 13.6129
Si, 3.0418, 8.4748, 13.5509
Si, 5.1571, -0.1685, 13.5366
Si, 8.437, 3.0251, 13.6613
Si, 5.6984, 5.8077, 13.7623
Si, 7.9376, 8.0264, 13.8689
Si, 3.7015, -15.2523, 26.3629
Si, 2.1546, -2.3761, 28.0167
Si, 17.5427, 1.0055, 18.5611
Si, 2.4546, 22.1283, 21.6383
Si, -4.2081, -1.6948, 29.0922
Si, 1.9828, 5.743, 20.775
Si, -6.6342, 14.8115, 15.8212
Si, 14.095, 11.1566, 26.9721
Si, -19.7343, 1.4322, 24.4
Si, -15.745, -3.0871, 25.1094
Si, 10.9754, 3.9516, 19.4782
Si, 12.0337, 3.7108, 28.8776
Si, 6.3324, 6.42, 27.5568
Si, -16.4314, 24.1687, 26.975
Si, 26.2012, 4.5497, 21.4167
Si, 2.7136, -6.982, 26.1676
Si, -14.193, -11.7569, 26.4409
Si, 29.3449, -2.992, 22.5663
Si, 6.2931, 24.3633, 22.2227
Si, 10.0828, 9.6908, 19.079
Si, -11.8198, 9.2806, 15.8989
Si, -14.2877, 23.6293, 24.8975
Si, -4.1477, -6.8858, 29.1052
Si, -3.5531, 19.9552, 19.9733
Si, 6.4787, 12.6192, 15.7338
Si, 2.2367, 5.2044, 17.8751
Si, 20.9551, 41.9619, 23.5605
Si, 23.0363, 6.9906, 15.6411
Si, -0.3451, 9.6229, 26.5295
Si, 12.1401, -2.1237, 21.1763
Si, -6.3823, 1.8903, 20.0992
Si, -22.0267, 12.1935, 20.6706
Si, -11.8905, 23.1955, 23.4485
Si, 6.6295, 6.3113, 20.3533
Si, 22.3688, 0.9334, 28.3
Si, 18.7437, 3.6656, 19.8776
O, 5.5715, 9.9793, 29.9652
O, -15.7358, -8.1436, 28.3799
O, -2.0203, 8.2016, 23.4863
O, 0.3532, 4.9124, 29.6389
O, -9.0409, 6.5303, 17.0552
O, -27.9523, 0.8856, 26.9734
O, 0.4736, 12.2637, 24.0756
O, 2.3869, 14.1479, 29.8283
O, 4.3257, 3.4991, 20.1566
O, 4.0874, 3.3435, 26.7626
O, 13.4919, 9.6314, 21.5145
O, 17.7649, 17.6859, 26.0764
O, 4.0855, 6.7432, 30.6822
O, 41.6427, 9.2128, 26.6353
O, 9.5283, 6.7388, 30.5834
O, 7.7628, 13.2531, 14.9911
O, 7.0155, 0.8905, 17.0011
O, 10.8944, -1.5754, 24.9689
O, -1.0956, 1.9499, 21.9035
O, -16.1209, 4.6953, 30.0625
O, -7.7353, 11.9904, 20.4113
O, -4.077, 17.7894, 14.3152
O, 14.9893, -1.2894, 14.1101
O, 0.5844, -1.7761, 19.7119
O, 0.1358, 13.3363, 28.6491
O, 18.1196, -1.7179, 21.5994
O, 13.6171, 5.6982, 19.3319
O, 7.6985, 6.6122, 21.5649
O, 4.912, 5.2019, 15.0657
O, 13.3496, 7.6967, 14.8499
O, -2.3367, 8.7591, 15.2264
O, 1.3827, 1.4009, 14.1751
O, -3.9815, 10.458, 19.2747
O, 3.0135, 16.2342, 25.5056
O, -14.5401, 16.0958, 28.1302
O, -8.6301, -7.9673, 24.9797
O, 0.3685, -0.0139, 29.608
O, 20.7301, 0.3033, 19.6823
O, -4.4059, -1.6015, 25.5262
O, 24.3348, 33.0132, 25.4866
O, 17.9749, 5.0403, 19.4523
O, -12.3696, 1.3319, 30.7783
O, -14.2832, 3.3735, 21.4441
O, 0.6817, 5.6876, 14.8852
O, 0.4849, 2.4259, 19.7958
O, -16.9641, 5.9065, 27.3739
O, 16.4956, 12.396, 21.2292
O, -11.2818, 21.4195, 15.0271
O, -1.5125, -6.8834, 19.4795
O, 9.3811, 10.7605, 23.392
O, -6.4417, 7.5789, 25.3829
O, -1.3175, -6.7879, 14.1793
O, -9.1626, 7.2429, 21.2144
O, 2.2703, -2.5177, 29.6269
O, 26.984, -4.9921, 20.9978
O, 22.6459, 11.3671, 21.4436
O, 41.6229, 13.2493, 24.4077
O, 40.1369, 13.1849, 19.1082
O, -5.4319, 13.7923, 16.1922
O, 7.9861, -18.3809, 29.912
O, 22.3603, 4.9465, 20.6528
O, -4.389, 7.7238, 19.5344
O, 21.9496, 19.8244, 22.3614
O, -21.9531, 22.0716, 27.0119
O, -5.6984, -7.1531, 22.6012
O, 7.8279, 11.4178, 25.7268
O, -4.6634, -14.0206, 28.4854
O, -12.8968, 8.754, 19.5956
O, 0.8657, 4.3387, 18.1055
O, 2.8585, 22.8434, 23.0359
O, 6.6999, -9.1785, 23.496
O, -9.2121, 4.1198, 27.4012
O, 15.9624, 34.0303, 18.6917
O, -10.254, -2.074, 27.5318
O, -15.2857, 13.5821, 25.853
O, 20.8457, 9.7333, 17.4595
O, 3.2021, 3.1822, 14.8534
O, 13.8256, 4.992, 21.8485
O, 7.0257, 10.2411, 27.9279
O, -13.78, -2.0311, 29.9585
O, -8.7049, -9.8311, 27.9576
O, 24.3268, 7.1524, 27.2779
O, -16.0445, 11.5551, 14.798
O, 14.3137, 4.3959, 17.1308
O, 3.2145, 9.6313, 27.4909
O, 4.0682, 12.1935, 30.6065
O, 6.3369, 7.5689, 23.557
O, -10.8215, 8.0339, 15.8078
H, 0.8251, 3.5579, 40.1781
H, -0.8229, 1.9188, 40.1781
H, 3.5493, 0.8263, 40.1654
H, 1.908, -0.8195, 40.1654
H, 0.8354, 8.998, 40.1381
H, -0.8094, 7.3555, 40.1381
H, 1.8992, 4.6327, 40.1506
H, 3.5469, 6.2722, 40.1506
H, 6.2771, 3.5615, 40.1431
H, 4.6362, 1.9153, 40.1431
H, 7.3388, -0.811, 40.1498
H, 8.9757, 0.8394, 40.1498
H, 6.2777, 9.0029, 40.1781
H, 4.6359, 7.3575, 40.1781
H, 7.3442, 4.6322, 40.1723
H, 8.9915, 6.2721, 40.1723
H, 2.1976, 4.9279, 6.0057
H, 0.5544, 3.284, 6.0057
H, 4.9262, 2.2042, 5.9856
H, 3.2842, 0.5591, 5.9856
H, 2.1848, 10.3447, 5.9921
H, 0.5396, 8.7028, 5.9921
H, 4.907, 7.6265, 5.996
H, 3.2607, 5.9857, 5.996
H, 7.6236, 4.9107, 6.0013
H, 5.9829, 3.2642, 6.0013
H, 10.3389, 2.1864, 5.9973
H, 8.6879, 0.5503, 5.9973
H, 6.0054, 8.7273, 6.0111
H, 7.639, 10.3808, 6.0111
H, 10.3734, 7.6501, 5.9914
H, 8.7271, 6.0092, 5.9914

Results
free energy: -140244.185 eV
free energy less fixed offsets of H -15.71, O -570.45, Si -639.56 eV per atom: -3.465 eV

Forces (eV/angstrom), in the order of the atoms: element, x, y, z
Si, -0.0062, 0.0016, 0.0361
Si, 0.0019, -0.0023, 0.033
Si, -0.0021, 0.0044, 0.0327
Si, 0.0027, -0.0058, 0.039
Si, 0.002, 0.0039, 0.0322
Si, -0.0007, -0.0036, 0.0293
Si, 0.002, 0.0024, 0.0286
Si, 0.0007, -0.0026, 0.0302
Si, -0.0003, 0.0013, -0.0003
Si, -0.0005, 0.0008, -0.0064
Si, 0.0012, 0.0014, -0.0058
Si, 0.0013, 0.0041, -0.0041
Si, 0.0006, 0.0005, -0.0095
Si, -0.0015, -0.0024, -0.0069
Si, -0.0022, -0.0014, -0.0059
Si, -0.0008, -0.0039, -0.0005
Si, -0.0024, 0.0038, -0.0123
Si, 0.0008, -0.0043, -0.012
Si, 0.0011, 0.002, -0.016
Si, -0.0004, -0.0035, -0.0116
Si, 0.0026, 0.0024, -0.0113
Si, -0.0028, -0.0007, -0.0102
Si, 0.0016, 0.004, -0.0086
Si, 0.0008, -0.0037, -0.0154
Si, 0.0029, 0, 0.0052
Si, -0.0018, 0.004, 0.0128
Si, -0.0028, -0.0006, 0.0033
Si, -0.0021, -0.0024, 0.0079
Si, -0.0022, 0.0005, -0.0011
Si, 0.0022, -0.0015, 0.0065
Si, 0.0004, -0.0024, 0.0035
Si, -0.0016, -0.0013, 0.0088
Si, 0.0016, 0.0008, 0.0157
Si, -0.0031, 0.0049, 0.02
Si, -0.0014, 0.0016, 0.0204
Si, 0, 0.0059, 0.0169
Si, 0.0106, -0.0116, 0.0167
Si, -0.0018, 0.0112, 0.0155
Si, 0.009, -0.0063, 0.0166
Si, 0.0028, 0.0044, 0.0155
Si, -0.0058, -0.0092, 0.1845
Si, 0.0051, 0.0073, 0.1725
Si, -0.005, -0.0058, 0.1778
Si, -0.0084, 0.0011, 0.1863
Si, 0.0003, 0.0054, 0.1753
Si, -0.0058, -0.0066, 0.1839
Si, -0.0045, -0.0004, 0.1801
Si, -0.0114, -0.0132, 0.1681
Si, -0.0238, -0.0218, 0.2862
Si, -0.0365, -0.0328, 0.274
Si, -0.0488, 0.0263, 0.3403
Si, -0.0246, -0.0328, 0.3271
Si, -0.0247, -0.0172, 0.33
Si, 0.0022, -0.0723, 0.3353
Si, -0.0032, -0.0543, 0.2709
Si, -0.0599, -0.0486, 0.271
Si, 0.0529, 0.0555, -0.2872
Si, 0.0574, 0.0642, -0.2927
Si, -0.0329, -0.0049, -0.3137
Si, -0.0025, 0.0012, -0.2869
Si, 0.0022, 0.008, -0.3013
Si, 0.0033, -0.0203, -0.2868
Si, 0.0749, 0.0631, -0.2772
Si, 0.0497, 0.0847, -0.2631
Si, 0.0039, 0.0039, -0.1841
Si, -0.0049, -0.0017, -0.1789
Si, 0.003, -0.0046, -0.1798
Si, 0.0118, 0.0128, -0.1821
Si, 0.0108, 0.0057, -0.1806
Si, 0.0077, 0.0081, -0.1815
Si, 0.0221, 0.0207, -0.179
Si, -0.0122, -0.0114, -0.1822
Si, 0.0019, 0.002, -0.0032
Si, -0.0041, -0.0045, -0.0246
Si, -0.0011, -0.0009, -0.0279
Si, -0.0023, -0.002, -0.019
Si, -0.0062, -0.0026, -0.027
Si, 0.0001, -0.0009, -0.0142
Si, -0.0074, 0.0004, -0.0158
Si, -0.0006, 0.0044, -0.0282
Si, 0.0068, -0.002, -0.0058
Si, -0.0008, 0.0077, -0.0042
Si, 0.0008, 0.0043, -0.0113
Si, 0.003, -0.0001, -0.012
Si, -0.0006, 0.0025, -0.0128
Si, 0.0015, -0.0017, -0.0117
Si, 0.0009, -0.0031, -0.0043
Si, -0.0056, 0.0008, -0.0041
Si, -0.0063, -0.007, 0.0105
Si, -0.0082, -0.0068, 0.0122
Si, 0.0064, 0.0064, 0.0157
Si, 0.0051, 0.008, 0.0091
Si, 0.0057, 0.0066, 0.0138
Si, 0.0062, 0.0057, 0.0103
Si, -0.0078, -0.004, 0.0097
Si, -0.0052, -0.0074, 0.0058
Si, -0.0052, -0.0049, 0.0218
Si, 0.0077, 0.0063, 0.0193
Si, 0.0089, 0.0046, 0.0165
Si, -0.006, -0.0082, 0.0236
Si, 0.0062, 0.011, 0.0194
Si, -0.0076, -0.0061, 0.0246
Si, -0.0076, -0.0043, 0.021
Si, 0.0022, 0.0063, 0.0213
Si, -0.0034, -0.0011, 0.0476
Si, 0.0018, -0.0006, 0.0707
Si, -0.0047, 0, 0.0651
Si, 0.0008, 0.0052, 0.0504
Si, 0.0004, 0.0009, 0.0581
Si, -0.0002, 0.0066, 0.0518
Si, -0.0029, -0.0019, 0.06
Si, 0.0001, -0.0044, 0.0466
Si, 0.0071, 0.0052, 0.0658
Si, -0.0053, -0.0016, 0.0579
Si, -0.0081, -0.0121, 0.0479
Si, -0.0034, 0.0053, 0.0587
Si, 0.0044, -0.0029, 0.0485
Si, -0.0031, 0.0015, 0.0493
Si, 0.0057, -0.0045, 0.0407
Si, -0.0037, 0.0079, 0.0542
Si, -0.0042, -0.0049, 0.054
Si, -0.0067, -0.0005, 0.0619
Si, 0.0035, -0.0106, 0.0566
Si, 0.0054, 0.0022, 0.1015
Si, 0.0094, 0.0041, 0.0754
Si, -0.0065, -0.0027, 0.0618
Si, 0.0049, 0.0023, 0.0508
Si, -0.0054, -0.0095, 0.0243
Si, 0.0009, -0.0057, 0.063
Si, -0.011, -0.0063, 0.0704
Si, 0.0014, 0.0074, 0.0637
Si, 0.0037, 0.0022, 0.0567
Si, 0.0042, 0.0075, 0.0525
Si, -0.0018, 0.0071, 0.051
Si, -0.008, -0.0045, 0.0514
Si, 0.0025, 0.0015, 0.0569
Si, -0.0005, -0.001, 0.0547
Si, 0.0019, 0.0024, 0.0397
Si, -0.0058, 0.0033, 0.054
Si, -0.0059, 0.0044, 0.0435
O, 0.0122, -0.0107, -0.026
O, -0.0087, -0.0102, -0.0302
O, -0.0062, -0.0027, -0.0284
O, 0.0095, -0.0114, -0.0167
O, -0.012, 0.0164, -0.0486
O, -0.0004, 0.001, -0.0122
O, -0.0121, -0.0006, -0.0247
O, -0.0111, 0.0061, -0.0335
O, -0.0018, -0.0093, -0.0188
O, -0.004, 0.0019, -0.0249
O, -0.0032, -0.004, -0.0174
O, -0.0017, 0.0091, -0.0373
O, -0.0017, 0.002, -0.0175
O, 0.0011, -0.0011, -0.0185
O, -0.0008, 0.0005, -0.0012
O, 0.0159, 0.0122, -0.0309
O, -0.0015, 0.0079, -0.0487
O, -0.0058, -0.0042, -0.0441
O, 0.0052, 0, -0.0386
O, 0.0092, -0.009, -0.0233
O, 0.012, 0.0068, -0.0208
O, 0.0012, 0.0007, -0.0173
O, -0.0013, 0.0002, -0.0142
O, -0.0139, 0.0024, -0.0352
O, -0.0002, -0.0056, -0.0126
O, -0.0011, 0.0074, -0.0503
O, 0.0007, -0.005, -0.0467
O, -0.0064, -0.0072, -0.0279
O, 0.0131, 0.0148, -0.0388
O, 0.0072, 0.013, -0.0303
O, -0.0155, -0.0109, -0.042
O, -0.0006, 0.001, -0.0178
O, -0.0027, 0.0149, -0.0285
O, -0.0017, -0.0017, -0.0215
O, -0.0019, 0.0106, -0.0221
O, -0.0047, -0.0139, -0.0267
O, 0.0065, 0.0044, -0.0328
O, -0.0016, -0.0111, -0.0216
O, -0.0041, -0.005, -0.0252
O, -0.0085, 0.0085, -0.0373
O, 0.0046, -0.0068, -0.0078
O, 0.0032, -0.0033, -0.0153
O, 0.0077, 0.0072, -0.0287
O, -0.0144, -0.0109, -0.0311
O, 0.0005, 0.0146, -0.0255
O, -0.008, 0.0025, -0.0152
O, -0.0074, -0.0025, -0.0296
O, 0.007, 0.0124, -0.0404
O, 0.0048, -0.0005, -0.0267
O, -0.0006, -0.0005, -0.0254
O, 0.0064, 0.0062, -0.0243
O, 0, 0.0022, -0.0181
O, 0.0019, -0.0115, -0.0178
O, -0.0058, 0.0061, -0.0343
O, 0.0027, 0.002, -0.018
O, -0.0089, 0.0011, -0.0203
O, 0.0059, -0.0037, -0.0255
O, -0.007, -0.0128, -0.015
O, -0.0031, 0.0037, -0.0328
O, -0.0106, 0.0089, -0.0317
O, -0.0036, -0.0056, -0.0237
O, -0.0015, 0.0031, -0.0209
O, 0.016, -0.0074, -0.0381
O, -0.0053, -0.0103, -0.0308
O, -0.0046, 0.0032, -0.0149
O, 0.0011, 0.0145, -0.0255
O, -0.0018, -0.0109, -0.0266
O, 0.0098, 0.004, -0.0116
O, 0.013, 0.0089, -0.032
O, 0.0031, -0.0114, -0.044
O, -0.0086, 0.0087, -0.0442
O, 0.0129, -0.0005, -0.0372
O, 0.0104, -0.0053, -0.0289
O, -0.0116, 0.0043, -0.0238
O, 0.0143, -0.0037, -0.0262
O, -0.0003, -0.0081, -0.0534
O, -0.0141, -0.0125, -0.0383
O, -0.0058, 0.0028, -0.0173
O, 0.0068, 0.0057, -0.0365
O, -0.0127, 0.0079, -0.0225
O, 0.0102, -0.0058, -0.0217
O, 0.0053, -0.0061, -0.0196
O, -0.0108, -0.0146, -0.0331
O, 0.0159, -0.0068, -0.0412
O, 0.0023, 0.0076, -0.0183
O, -0.0018, 0.0013, -0.0114
O, 0.0142, 0.0007, -0.0466
O, 0.0046, 0.001, -0.0299
H, -0.2867, -0.323, -0.2712
H, 0.3057, 0.2772, -0.2553
H, -0.2849, -0.2709, -0.2771
H, 0.3361, 0.2973, -0.2472
H, -0.3278, -0.2951, -0.2731
H, 0.3064, 0.2755, -0.2673
H, 0.3215, 0.3044, -0.266
H, -0.2779, -0.2844, -0.2857
H, -0.2908, -0.3324, -0.2785
H, 0.2961, 0.2741, -0.2658
H, 0.3004, 0.3444, -0.2591
H, -0.2853, -0.2813, -0.2873
H, -0.2848, -0.3423, -0.2682
H, 0.2946, 0.2745, -0.2609
H, 0.2997, 0.3391, -0.2427
H, -0.2854, -0.2743, -0.2792
H, -0.3761, -0.2952, 0.2372
H, 0.2423, 0.2655, 0.2924
H, -0.3369, -0.3437, 0.2328
H, 0.2575, 0.2478, 0.2976
H, -0.2621, -0.2525, 0.2843
H, 0.3786, 0.3105, 0.2401
H, -0.2904, -0.231, 0.2706
H, 0.3523, 0.3058, 0.2521
H, -0.2472, -0.2723, 0.2747
H, 0.3209, 0.3463, 0.2599
H, -0.2612, -0.2514, 0.2776
H, 0.28, 0.4038, 0.24
H, 0.2353, 0.2687, 0.2993
H, -0.3391, -0.3576, 0.2304
H, -0.3297, -0.3646, 0.2369
H, 0.2525, 0.2467, 0.2985

The program warned: the cutoff lies below the one the program advises for these potential files; the forces do not sum to zero within the program's tolerance; empty levels may hold ghost states of the PAW files; the exchange-correlation potential is rough where the density is thin.
